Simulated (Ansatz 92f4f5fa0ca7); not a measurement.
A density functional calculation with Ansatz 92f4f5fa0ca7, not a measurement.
Periodic cell of 214 atoms, Si131O81P2, from a study of silicon, its oxide and their interface. The atomic structure is a simulated model.

Settings
functional: PBE
potential files: Ansatz PAW
basis: plane waves
wave-function cutoff: 700 eV
density cutoff ratio: 5
exchange-correlation grid ratio: 1
k mesh: 2 x 2 x 1, shifted by 0.5 0.5 0.5 of a step
self-consistency stop: 5e-08 eV per atom in the density residual
occupations: fixed
spin: none
net charge: 0

Cell vectors (angstrom)
a  10.938  0  0
b  0  10.938  0
c  0  0  31.5432

Atoms and the computed forces on them: element, x, y, z (angstrom), force x, y, z (eV/angstrom)
Si  10.4338  0.5778  24.336  -0.0325  0.0358  -0.0609
Si  6.0387  10.5081  24.1422  0.036  -0.0208  -0.0532
Si  2.129  3.2511  24.0788  -0.051  0.0233  -0.0504
Si  8.7003  2.2608  24.2977  0.011  -0.0358  -0.0524
Si  0.4987  5.0576  24.1598  0.0295  -0.0275  -0.0535
Si  5.0515  5.8977  24.1926  -0.0319  0.0143  -0.0505
Si  3.3933  7.6532  24.1513  0.0372  -0.0443  -0.0589
Si  7.8263  8.8328  23.9868  -0.0105  0.0502  -0.0478
Si  1.3411  1.4835  25.4529  0.0009  0.0172  0.0022
Si  6.9142  1.3079  25.4878  0.0029  -0.0212  -0.0252
Si  4.0239  4.1056  25.3246  -0.0316  -0.0004  -0.001
Si  9.6616  4.1012  25.4107  0.0199  -0.0188  -0.0097
Si  1.4936  6.8207  25.3585  0.0147  -0.0034  -0.0019
Si  6.8931  6.9527  25.2405  -0.0045  0.0249  0.0066
Si  4.2238  9.5367  25.3328  0.0092  -0.0097  0.0154
Si  9.5246  9.6441  25.43  -0.018  0.0073  -0.0113
Si  2.7777  0.006  26.642  0.0116  -0.0079  0.0426
Si  8.2169  -0.0189  26.927  -0.0063  -0.0074  -0.006
Si  0.01  2.7759  26.9036  0.0048  0.0122  -0.0094
Si  5.4485  2.7378  26.6653  -0.0254  0.0078  0.0697
Si  2.7532  5.4489  26.8265  0.0022  -0.0051  -0.0095
Si  8.2232  5.5252  26.6274  -0.016  0.0165  0.073
Si  0.0375  8.2119  26.646  0.004  -0.0158  0.0615
Si  5.5427  8.2043  26.7846  0.0146  0.0037  -0.015
Si  4.1137  1.3627  28.0735  0.0056  -0.0015  0.0069
Si  9.5821  1.3813  28.2205  0.004  0.0152  -0.0302
Si  1.3843  4.1315  28.2189  -0.0019  0.0075  -0.019
Si  6.8383  4.1336  28.0277  0.0055  0.0049  0.0044
Si  4.1413  6.837  28.1364  0.0094  0.0021  -0.0289
Si  9.5993  6.848  28.0527  0.0018  -0.0014  0.0033
Si  1.3936  9.5822  28.0446  0.0094  -0.0044  0.019
Si  6.8368  9.5488  28.2191  0.003  0.001  -0.0202
Si  0.0318  -0.0197  29.4947  0.0273  -0.0259  -0.0163
Si  5.4544  0.0112  29.5034  -0.0236  0.0214  -0.0215
Si  2.756  2.7154  29.4976  0.0188  -0.0264  -0.0145
Si  8.1754  2.7689  29.4861  -0.0256  0.0259  -0.0143
Si  -0.0183  5.4965  29.5047  -0.0193  0.0196  -0.0198
Si  5.4896  5.4579  29.4835  0.0209  -0.0204  -0.015
Si  2.7377  8.2109  29.4671  -0.0278  0.0276  -0.0159
Si  8.2368  8.1731  29.4994  0.0212  -0.0197  -0.0156
Si  1.3673  1.3673  30.8594  0.1575  -0.0959  0.1065
Si  6.8362  1.3673  30.8594  -0.1106  0.1441  -0.0636
Si  4.1018  4.1018  30.8594  0.1492  -0.0966  0.009
Si  9.5708  4.1018  30.8594  -0.1654  0.116  -0.0445
Si  1.3673  6.8362  30.8594  0.0244  0.2195  -0.0969
Si  6.8362  6.8362  30.8594  0.142  -0.1468  0.057
Si  4.1018  9.5708  30.8594  -0.1684  0.0028  -0.0505
Si  9.5708  9.5708  30.8594  0.1407  -0.119  0.0525
Si  2.7345  0  0.6835  0.0811  -0.1263  0.0719
Si  8.2035  0  0.6835  -0.2155  0.0778  -0.0283
Si  0  2.7345  0.6835  -0.1953  0.1455  -0.0306
Si  5.469  2.7345  0.6835  0.1247  -0.132  0.0431
Si  2.7345  5.469  0.6835  -0.1848  0.1323  -0.0364
Si  8.2035  5.469  0.6835  0.0617  -0.2549  0.0695
Si  0  8.2035  0.6835  0.1826  -0.1276  0.0518
Si  5.469  8.2035  0.6835  -0.1626  0.1179  -0.094
Si  4.1171  1.3526  2.0528  0.0199  -0.0225  0.0256
Si  9.534  1.3905  2.0413  -0.0221  0.0192  0.02
Si  1.3274  4.1372  2.053  -0.0057  0.0208  0.0185
Si  6.8542  4.0681  2.0617  0.0203  -0.0251  0.0194
Si  4.0921  6.8431  2.0458  -0.0114  0.0207  0.033
Si  9.5913  6.8024  2.0434  0.0179  -0.0174  0.027
Si  1.3791  9.5545  2.0535  0.0248  -0.0231  0.0147
Si  6.7944  9.5894  2.0558  -0.028  0.0143  0.0223
Si  -0.0448  -0.0082  3.3305  -0.004  0.0065  0.0161
Si  5.4399  -0.0033  3.515  -0.0087  -0.013  -0.021
Si  2.7099  2.7383  3.3296  -0.024  -0.003  0.0206
Si  8.1709  2.6891  3.5125  -0.0018  -0.008  -0.0046
Si  -0.0437  5.4484  3.5227  0.0094  0.0083  -0.005
Si  5.4526  5.439  3.3594  -0.0118  0.0011  0.0106
Si  2.7387  8.189  3.4718  -0.0049  0.0043  -0.0037
Si  8.1699  8.159  3.3162  0.0077  0.0056  0.0219
Si  1.3163  1.3768  4.642  -0.0034  0.0222  -0.0176
Si  6.8184  1.3113  4.9558  0.0118  0.0112  -0.0545
Si  4.0588  4.0869  4.6958  0.0043  -0.0043  0.0034
Si  9.5259  4.0337  4.929  -0.0007  -0.0032  -0.0742
Si  1.3551  6.8509  4.8717  0.0081  -0.0078  -0.0813
Si  6.8429  6.7845  4.6884  0.0136  0.0022  0.0198
Si  4.0675  9.5573  4.9133  0.0078  0.0092  -0.0582
Si  9.4954  9.5541  4.6358  -0.0273  0.006  -0.0116
Si  2.5149  0.0098  6.1145  -0.0316  0.0042  0.0046
Si  8.2307  -0.1729  6.2351  0.0333  -0.0121  -0.0052
Si  0.0222  2.6116  6.1983  -0.0049  -0.0438  0.0206
Si  5.3229  2.7231  6.178  -0.0139  0.0023  -0.0005
Si  2.7381  5.4188  6.162  0.0106  -0.0172  0.0031
Si  8.0954  5.4311  6.2155  -0.0328  0.0159  0.0081
Si  -0.068  8.3301  6.0642  0.0061  0.0357  0.0282
Si  5.5645  8.1433  6.1342  0.0287  0.008  0.0026
Si  3.423  1.8356  7.337  -0.0301  0.039  0.0646
Si  10.1152  0.6977  7.3887  0.0103  -0.0099  0.0224
Si  1.7872  3.6286  7.3886  0.035  -0.0263  0.0466
Si  6.1709  4.5527  7.4237  -0.0544  0.0376  0.0546
Si  4.5955  6.359  7.2807  0.0422  -0.0242  0.0658
Si  9.1999  7.2055  7.3217  -0.0107  0.0233  0.0539
P  0.8586  9.9721  7.4017  -0.0028  0.002  0.0582
Si  7.4217  8.8628  7.4658  0.0275  -0.0574  0.0463
O  4.4459  6.8597  8.8532  -0.0256  -0.0031  0.0062
O  1.3939  4.004  8.9598  -0.0003  0.02  0.0011
O  9.8304  6.6765  8.7661  -0.0032  0.0007  0.0125
O  6.0991  4.2687  9.0729  0.0171  -0.0078  0.0025
O  3.589  1.4661  8.946  0.0282  -0.0058  0.0131
O  7.1972  8.9296  9.1246  -0.0027  0.0248  -0.013
O  9.742  0.966  8.9914  -0.0066  -0.0021  0.0043
O  8.244  2.539  22.7364  -0.002  0.0086  -0.0081
O  10.9948  5.5613  22.6423  0.0043  0.0068  -0.0074
O  5.6232  0.1045  22.6353  0.0019  0.0032  -0.0029
O  5.2995  5.4005  22.6307  0.0159  0.0047  -0.0134
O  2.1574  2.8093  22.473  0.0137  -0.0047  0.0013
O  3.3322  7.86  22.4993  -0.0171  0.0058  -0.0002
O  8.3808  8.7493  22.4086  0.0017  -0.0093  -0.0007
O  -0.1577  11.2368  22.7513  0.0098  -0.0114  0.0026
Si  2.1729  2.9978  12.8951  0.0034  -0.0046  -0.0065
Si  8.7768  1.2796  10.266  0.0002  0.0037  0.0012
Si  1.0802  4.5355  15.3574  0.0069  0.0012  0.0001
Si  7.6254  5.6298  12.1867  -0.0008  -0.001  -0.0045
Si  2.4169  8.1883  21.1989  0.003  -0.0032  -0.002
Si  5.4458  7.8235  12.45  -0.0053  -0.0026  -0.0047
Si  9.2839  0.5203  15.4677  0.002  0.006  0.0046
Si  2.9275  -0.0272  16.6495  -0.0013  0.0005  0.0067
Si  10.5104  1.1628  12.5917  0.0021  0.0067  -0.0056
Si  7.7655  2.8358  21.2244  0.0046  0.0031  0.001
Si  9.1535  8.8056  14.5017  0.0037  -0.002  0.001
Si  1.4851  4.7964  10.3776  0.002  0.0084  0.0001
Si  4.4863  9.4909  19.1278  0.0014  -0.0019  0.0005
Si  11.0748  6.1067  21.1112  0.0028  -0.0028  -0.0007
Si  6.6388  10.4766  14.8448  0  0.0028  -0.0003
Si  5.3893  0.7389  21.1642  0.0008  -0.0012  -0.0052
P  2.2808  10.032  10.631  0.0198  -0.0058  -0.006
Si  0.4335  10.6434  21.3797  -0.0002  0.0028  -0.0011
Si  5.8563  5.2629  21.1208  0.0023  0.0023  0.0066
Si  3.5451  7.2241  10.139  0.0056  0.0151  -0.006
Si  9.0632  5.7368  14.8808  -0.0036  -0.0009  0.0006
Si  3.6618  4.0983  19.0837  -0.0018  0.0007  0.0036
Si  10.0372  3.6698  19.3156  0.0029  -0.0015  0.004
Si  4.2933  8.6934  15.355  0.0022  0.0009  -0.0036
Si  0.4778  1.9481  17.1536  0.0011  -0.0005  0.0081
Si  6.7974  7.5411  19.2441  -0.0027  0.0027  -0.0018
Si  5.2779  3.6321  16.7467  0.0053  -0.006  0.0024
Si  7.793  5.0177  17.5255  -0.0031  -0.001  0.0054
Si  6.7362  9.9108  10.3413  -0.0041  0.0069  0.0004
Si  4.4812  0.9945  10.2085  -0.002  0.0029  -0.0103
Si  0.1042  9.0748  12.0432  0.0141  -0.0023  -0.0023
Si  9.1035  8.6406  20.9352  0.003  0.003  -0.0091
Si  4.5751  1.6874  14.5792  0.0028  0.0051  -0.0052
Si  2.4484  2.0962  21.036  -0.0039  -0.0013  -0.005
Si  6.4583  3.3309  10.358  -0.0035  -0.0031  -0.0038
Si  3.4668  5.9389  16.7217  -0.0011  0.0044  0.0071
Si  9.9735  6.6025  10.3803  0.0056  0.0064  -0.0052
O  0.1328  2.6324  18.5918  -0.01  0.0187  -0.0111
O  2.95  9.6445  15.5751  0.023  0.0032  0.0115
O  10.8635  4.8109  20.1454  -0.0103  0.0042  0.0011
O  7.6935  2.4098  9.8281  -0.0049  -0.0073  0.0215
O  10.9255  5.3278  10.8113  -0.0049  0.0134  -0.0146
O  6.5833  6.7162  12.822  0.0068  0.0044  -0.0173
O  10.5808  8.0573  10.8547  -0.0009  -0.0134  0.0124
O  7.6945  9.4738  14.0131  0.0117  0.0009  0.0367
O  8.4891  6.3508  11.0052  0.0152  -0.0096  0.017
O  5.36  10.4862  20.0685  -0.0141  0.0076  0.0083
O  2.2045  3.763  11.4383  -0.0124  0.0047  -0.0048
O  7.9788  8.5554  19.751  -0.0055  -0.0162  0.0137
O  6.2115  6.7413  20.5461  0.0054  -0.013  -0.0194
O  5.5342  2.7235  15.4192  0.0042  -0.0046  -0.0032
O  1.3062  0.9383  20.6949  0.0169  0.0038  0.0246
O  6.1302  9.0681  11.6093  -0.0001  -0.0141  -0.0137
O  4.6554  5.0044  16.1154  -0.0148  -0.0001  0.0314
O  6.6128  3.902  17.6482  -0.0005  0.0181  -0.007
O  10.5709  10.6216  11.9097  -0.0002  0.0039  0.0206
O  5.6012  0.5205  13.9844  -0.0012  0.0067  0.0389
O  8.0185  5.0962  15.927  0.0213  0.006  -0.0007
O  9.7747  9.8889  15.5633  -0.0234  0.015  -0.0286
O  -0.3814  5.2015  15.1941  -0.0026  -0.0009  -0.0027
O  1.571  6.8424  20.7944  -0.0092  0.0155  0.0182
O  1.5116  0.6551  17.1627  -0.0028  0.0177  -0.0081
O  6.5965  1.7763  20.7966  0.0001  0.0037  0.0208
O  1.0602  1.7911  12.8245  -0.0073  0.0192  -0.0002
O  3.2551  5.512  18.3118  0.0193  -0.0227  -0.0208
O  9.6372  1.9767  11.4798  0.0005  -0.0149  -0.0008
O  1.0627  3.1436  16.209  -0.0102  0.0049  -0.0012
O  8.6533  5.2362  13.3885  -0.0088  0.0179  0.0069
O  10.3094  8.5139  13.3796  -0.0039  0.014  0.0012
O  1.45  9.4084  21.6721  -0.0016  0.0088  -0.0125
O  10.08  9.9444  20.6067  -0.0076  -0.0234  0.0178
O  3.4958  0.1013  11.221  -0.0034  -0.0081  -0.0192
O  5.2229  2.3316  10.8297  0.0278  -0.0022  -0.0288
O  1.7  4.1722  13.9063  -0.0045  -0.0174  0.0165
O  7.9922  10.8655  10.7925  -0.0114  0.012  -0.0242
O  9.1499  4.4815  18.2217  -0.0093  -0.008  0.0066
O  5.6617  9.5357  15.7811  -0.0041  0.0084  -0.0315
O  5.6125  -0.047  9.6823  0.0009  0.0109  0.0297
O  3.6207  2.3678  13.4104  -0.0149  -0.0015  0.0132
O  2.0228  5.6819  16.0194  0.0127  -0.0206  -0.0048
O  9.7055  1.1344  14.0079  0.0078  -0.0176  0.0048
O  4.3808  7.0426  11.5077  0.0085  0.0228  -0.008
O  4.7543  4.5019  20.2115  0.0071  0.0091  -0.0045
O  9.9736  1.4075  16.6178  0.0145  -0.0082  -0.0223
O  6.8587  4.2982  11.6171  0.0082  0.0136  -0.0146
O  5.5866  8.411  18.5726  0.0086  -0.0044  0.0268
O  9.0735  2.7425  20.2557  -0.0068  0.0231  -0.0031
O  3.6164  1.1477  15.7735  0.003  -0.0104  -0.0153
O  4.2247  3.0898  17.8997  -0.0063  0.0375  0.008
O  9.9179  7.2274  20.8868  0.0075  0.0037  0.0064
O  3.1351  8.8133  9.9542  0.0088  -0.0204  0.0093
O  3.9779  7.4451  16.3643  -0.0042  -0.004  -0.0153
O  7.653  0.5243  15.6845  0.0158  -0.0149  -0.0238
O  8.9166  7.3438  15.1416  0.0052  0.0017  -0.0098
O  3.9325  1.4476  21.1327  0.0027  0.0036  -0.001
O  1.7701  9.2056  12.0146  -0.0266  0.0079  -0.004
O  2.3019  6.1945  10.2005  0.0061  -0.0132  0.0027
O  7.3532  6.4627  18.1482  -0.0005  -0.01  0.0096
O  7.2197  4.3699  21.116  -0.019  -0.0134  -0.0002
O  4.6104  8.2722  13.7945  0.0144  -0.0024  0.0049
O  3.3335  8.6671  19.9463  0.0075  0.0112  0.0077
O  2.4955  3.2544  19.866  0.0173  -0.0135  0.0156
O  3.746  10.3792  17.9681  -0.0053  -0.0044  -0.0031

Results
free energy: -130871.937 eV
free energy less fixed offsets of O -569.03, P -756.45, Si -635.61 eV per atom: -2.697 eV

The program warned: the cutoff lies below the one the program advises for these potential files; the forces do not sum to zero within the program's tolerance; the exchange-correlation potential is rough where the density is thin.
